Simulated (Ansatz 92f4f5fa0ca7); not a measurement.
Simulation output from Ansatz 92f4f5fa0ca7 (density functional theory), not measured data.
Periodic cell of 224 atoms, Si133O89H1N1, from a study of silicon, its oxide and their interface. The atomic structure is a simulated model.
Doubt: the cutoff is low for norm-conserving oxygen, so forces and energies are approximate.
Doubt: the program's own warning below bears on the result.

Settings: functional HSE06; potential files SPMS norm-conserving; basis plane waves; wave-function cutoff 800 eV; density cutoff ratio 4; exchange-correlation grid ratio 1; k mesh 1 x 1 x 1, Gamma-centred; occupations fixed; spin none; net charge 0.

Cell vectors (angstrom)
a  10.938  0  0
b  0  10.938  0
c  0  0  32.226

Atoms: element, x, y, z (angstrom)
Si  0.1343  -0.2575  24.8707
Si  5.2401  0.0716  24.8897
Si  3.1285  2.4455  24.7422
Si  7.842  2.9209  24.6891
Si  -0.3135  5.5609  24.5537
Si  5.8145  5.3846  24.5755
Si  2.315  8.4142  24.7938
Si  8.5668  7.9334  24.9538
Si  1.3939  1.3906  26.0106
Si  6.8045  1.335  26.1089
Si  4.1833  4.1766  25.9423
Si  9.5139  4.0279  25.977
Si  1.274  6.7117  26.0095
Si  6.8861  6.8033  26.1158
Si  4.0019  9.4705  26.1142
Si  9.6498  9.5092  26.2803
Si  2.7137  0.0062  27.4511
Si  8.2095  -0.0029  27.4679
Si  0.0015  2.7323  27.3876
Si  5.4591  2.768  27.4335
Si  2.7521  5.4488  27.3752
Si  8.2371  5.4206  27.4511
Si  0.0665  8.1094  27.5196
Si  5.4706  8.1751  27.4373
Si  4.1018  1.3673  28.8077
Si  9.5708  1.3673  28.8077
Si  1.3673  4.1018  28.8077
Si  6.8362  4.1018  28.8077
Si  4.1018  6.8362  28.8077
Si  9.5708  6.8362  28.8077
Si  1.3673  9.5708  28.8077
Si  6.8362  9.5708  28.8077
Si  0  0  30.175
Si  5.469  0  30.175
Si  2.7345  2.7345  30.175
Si  8.2035  2.7345  30.175
Si  0  5.469  30.175
Si  5.469  5.469  30.175
Si  2.7345  8.2035  30.175
Si  8.2035  8.2035  30.175
Si  1.3673  1.3673  31.5422
Si  6.8362  1.3673  31.5422
Si  4.1018  4.1018  31.5422
Si  9.5708  4.1018  31.5422
Si  1.3673  6.8362  31.5422
Si  6.8362  6.8362  31.5422
Si  4.1018  9.5708  31.5422
Si  9.5708  9.5708  31.5422
Si  2.7345  0  0.6835
Si  8.2035  0  0.6835
Si  0  2.7345  0.6835
Si  5.469  2.7345  0.6835
Si  2.7345  5.469  0.6835
Si  8.2035  5.469  0.6835
Si  0  8.2035  0.6835
Si  5.469  8.2035  0.6835
Si  4.1018  1.3673  2.0507
Si  9.5708  1.3673  2.0507
Si  1.3673  4.1018  2.0507
Si  6.8362  4.1018  2.0507
Si  4.1018  6.8362  2.0507
Si  9.5708  6.8362  2.0507
Si  1.3673  9.5708  2.0507
Si  6.8362  9.5708  2.0507
Si  0  0  3.418
Si  5.469  0  3.418
Si  2.7345  2.7345  3.418
Si  8.2035  2.7345  3.418
Si  0  5.469  3.418
Si  5.469  5.469  3.418
Si  2.7345  8.2035  3.418
Si  8.2035  8.2035  3.418
Si  1.3882  1.4011  4.8672
Si  6.842  1.3497  4.8983
Si  4.0785  4.0757  4.7616
Si  9.559  4.0569  4.7539
Si  1.3596  6.9225  4.7306
Si  6.8104  6.8398  4.7079
Si  4.0956  9.6215  4.8904
Si  9.5267  9.6543  4.7088
Si  2.7567  0.1155  6.3903
Si  8.3346  -0.0061  6.2912
Si  -0.0244  2.7975  6.2279
Si  5.4224  2.7781  6.2393
Si  2.6855  5.4992  6.0261
Si  8.1497  5.4346  6.0056
Si  0.0408  8.4264  6.0075
Si  5.5601  8.1935  6.159
Si  4.063  1.6306  7.8366
Si  9.8815  1.2348  7.728
Si  0.9043  4.6852  7.3697
Si  6.6373  4.3584  7.4894
Si  4.3556  6.5146  7.3005
Si  9.5759  6.9242  7.0416
Si  1.0677  9.895  7.6061
Si  7.3893  9.0726  7.4453
O  9.5714  6.8069  24.2623
O  4.1784  1.2236  24.4086
O  8.5159  7.9164  7.8972
O  3.2406  2.4951  9.0048
O  6.8251  4.1291  24.1726
O  2.8354  7.7107  23.4119
O  5.4833  5.467  7.8907
N  0.1467  0.1688  8.5338
O  7.2199  3.7963  8.9207
O  6.7962  9.616  8.8769
O  10.6661  5.8453  7.7705
O  1.5699  8.8043  8.745
O  5.2258  0.8265  8.7106
O  1.3812  4.3145  8.8771
O  9.1391  2.0325  8.9693
O  3.4732  6.9219  8.6204
O  7.9848  8.7819  23.7009
O  8.3307  2.1913  23.2962
O  5.4841  6.2775  23.2064
O  2.8312  2.9854  23.2152
O  12.1855  -1.3503  24.3163
O  0.0564  4.8833  23.0725
O  4.0428  7.4041  21.1829
O  10.971  21.0517  20.7937
Si  5.3793  4.8473  16.7066
Si  0.54  8.7685  20.0627
Si  6.0718  9.3268  12.1416
Si  13.3521  4.8939  12.6372
Si  8.6549  2.9889  12.8666
Si  9.8901  0.0521  12.7565
Si  2.0536  3.2466  9.8817
Si  2.5905  -3.7276  21.8847
Si  17.711  7.0315  15.5136
Si  7.0799  11.1167  18.6468
Si  8.5415  3.3411  9.7797
Si  3.4751  13.1025  13.9913
Si  5.8151  0.4735  14.3518
Si  6.9755  5.9655  19.2565
Si  0.8075  4.7803  21.5955
Si  13.6688  -0.9836  18.2122
Si  3.3225  2.824  17.059
Si  5.3963  10.2811  9.3455
Si  9.5217  6.5553  16.5185
Si  16.4802  7.0513  21.7433
Si  9.796  4.7895  19.0685
Si  1.8646  -0.3406  12.7035
Si  5.2033  20.5198  16.5819
Si  8.4627  8.1315  12.9575
Si  11.4197  0.5425  10.2403
Si  7.0136  9.5972  22.7139
Si  11.3268  11.679  20.8733
Si  -0.6167  -5.2377  13.5298
Si  4.4248  1.1653  19.5654
Si  3.0148  8.3137  9.2947
Si  1.0004  1.3372  17.8094
Si  3.3755  7.9128  12.409
Si  2.5142  2.314  21.7636
Si  7.3021  2.7275  15.4054
Si  8.8118  8.4403  18.5855
Si  9.0531  0.9155  22.5927
Si  9.2457  2.2083  17.5436
O  6.1688  8.3142  16.2995
O  5.0184  1.7218  13.6451
O  13.1102  5.6516  21.7674
O  6.5023  10.4423  13.2463
O  2.5073  9.1346  13.1251
O  1.6458  0.9296  21.9165
O  2.9407  8.0204  10.8591
O  3.5401  -0.2139  19.4177
O  10.3151  -4.7356  15.121
O  9.5901  -3.9848  12.7075
O  3.8232  4.3794  16.9232
O  8.2072  9.935  18.8978
O  9.4098  8.136  17.0518
O  14.3181  2.0737  15.6126
O  7.4825  7.6006  14.1663
O  11.8543  5.4005  13.0597
O  4.9411  8.2776  12.6698
O  6.2173  6.0272  20.6889
O  9.9313  14.1735  18.6074
O  5.5324  5.9509  15.4878
O  7.5634  7.4385  18.8849
O  1.5982  8.9598  18.8308
O  12.3473  3.3408  21.1285
O  8.1469  2.9321  11.3137
O  10.0799  -2.8479  19.5682
O  -0.2078  -5.7716  20.3626
O  6.0483  10.5742  17.5311
O  3.2353  6.3224  12.8011
O  6.0156  0.7498  19.7962
O  10.1692  5.7029  17.754
O  1.6878  -0.2742  11.0443
O  8.2251  4.9525  19.4574
O  6.1534  14.4266  16.2522
O  11.8141  1.2267  19.4181
O  7.4011  14.2168  13.876
O  4.844  10.4261  15.2318
O  9.6273  4.2595  13.2027
O  8.7257  2.9438  16.184
O  7.9447  6.1638  16.2763
O  4.2383  2.0644  18.2
O  4.0993  9.4416  8.8329
O  5.4308  -0.6954  10.9567
O  9.9429  12.4181  21.344
O  1.7442  2.7619  17.4899
O  10.1078  0.2472  23.6431
O  6.3664  8.4773  21.7208
O  2.5125  4.1807  11.1496
O  -1.6717  1.4946  13.2485
O  2.6441  11.9409  13.2022
O  -0.4733  23.0729  17.1288
O  7.9507  10.7641  22.0431
O  6.9641  1.1269  15.3102
O  1.9432  0.1085  17.2779
O  9.5902  4.558  9.99
O  14.7393  9.1249  17.2944
O  0.4188  -0.1731  13.4249
O  10.0662  0.2076  11.1175
O  7.3943  -2.5039  11.7329
O  0.9452  2.1271  10.3454
O  3.8494  2.0292  20.8517
O  16.733  10.3207  23.5069
O  1.3291  7.9561  21.2092
O  5.9195  5.4377  18.1317
O  13.9769  3.7004  13.5927
O  7.9666  1.466  18.2108
O  9.1329  -1.3303  13.2137
H  9.9864  5.0448  9.2395

Results
free energy: -55231.154 eV
free energy less fixed offsets of H -15.86, N -279.42, O -447.96, Si -113.29 eV per atom: 0.136 eV
gap between the highest filled and lowest empty level on this k mesh: 1.200 eV

The program warned: the cutoff lies below the one the program advises for these potential files; the model core charge is not resolved on the grid; the forces do not sum to zero within the program's tolerance; the potential files have known limits; the exchange-correlation potential is rough where the density is thin.
